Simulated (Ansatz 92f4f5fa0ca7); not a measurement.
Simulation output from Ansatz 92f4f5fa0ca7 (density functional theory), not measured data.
Periodic cell of 223 atoms, Si133O90, from a study of silicon, its oxide and their interface. The atomic structure is a simulated model.
Doubt: the cutoff is far below the 930 eV that the study's wrapper takes by default for these files, so forces and energies are approximate.

Settings
functional: PBE
potential files: Ansatz PAW
basis: plane waves
wave-function cutoff: 580 eV
density cutoff ratio: 5
exchange-correlation grid ratio: 1
k mesh: 1 x 1 x 1, Gamma-centred
self-consistency stop: 5e-08 eV per atom in the density residual
occupations: fixed
spin: none
net charge: 0

Cell vectors (angstrom)
a  10.938  0  0
b  0  10.938  0
c  0  0  32.4098

Atoms: element, x, y, z (angstrom)
Si  0.2805  -0.1804  24.9612
Si  5.1963  0.4732  24.9576
Si  2.8792  2.6486  25.0345
Si  7.9282  2.9887  24.9458
Si  -0.2177  5.7606  24.9325
Si  5.719  5.2515  24.9537
Si  2.5058  8.5084  24.9102
Si  8.4687  8.0004  24.8528
Si  1.3691  1.395  26.3195
Si  6.8123  1.4569  26.333
Si  4.1126  4.1728  26.3116
Si  9.5632  4.1428  26.2156
Si  1.362  6.9152  26.2532
Si  6.8755  6.8704  26.2128
Si  4.1286  9.6504  26.1809
Si  9.5773  9.5973  26.2128
Si  2.7522  0.0049  27.6416
Si  8.1942  0.0103  27.6029
Si  -0.0359  2.7601  27.6158
Si  5.4328  2.7778  27.6886
Si  2.7064  5.5201  27.6238
Si  8.2007  5.485  27.6256
Si  -0.0271  8.2335  27.6384
Si  5.4639  8.2268  27.5685
Si  4.1018  1.3673  28.9916
Si  9.5708  1.3673  28.9916
Si  1.3673  4.1018  28.9916
Si  6.8362  4.1018  28.9916
Si  4.1018  6.8362  28.9916
Si  9.5708  6.8362  28.9916
Si  1.3673  9.5708  28.9916
Si  6.8362  9.5708  28.9916
Si  0  0  30.3588
Si  5.469  0  30.3588
Si  2.7345  2.7345  30.3588
Si  8.2035  2.7345  30.3588
Si  0  5.469  30.3588
Si  5.469  5.469  30.3588
Si  2.7345  8.2035  30.3588
Si  8.2035  8.2035  30.3588
Si  1.3673  1.3673  31.7261
Si  6.8362  1.3673  31.7261
Si  4.1018  4.1018  31.7261
Si  9.5708  4.1018  31.7261
Si  1.3673  6.8362  31.7261
Si  6.8362  6.8362  31.7261
Si  4.1018  9.5708  31.7261
Si  9.5708  9.5708  31.7261
Si  2.7345  0  0.6835
Si  8.2035  0  0.6835
Si  0  2.7345  0.6835
Si  5.469  2.7345  0.6835
Si  2.7345  5.469  0.6835
Si  8.2035  5.469  0.6835
Si  0  8.2035  0.6835
Si  5.469  8.2035  0.6835
Si  4.1018  1.3673  2.0507
Si  9.5708  1.3673  2.0507
Si  1.3673  4.1018  2.0507
Si  6.8362  4.1018  2.0507
Si  4.1018  6.8362  2.0507
Si  9.5708  6.8362  2.0507
Si  1.3673  9.5708  2.0507
Si  6.8362  9.5708  2.0507
Si  0  0  3.418
Si  5.469  0  3.418
Si  2.7345  2.7345  3.418
Si  8.2035  2.7345  3.418
Si  0  5.469  3.418
Si  5.469  5.469  3.418
Si  2.7345  8.2035  3.418
Si  8.2035  8.2035  3.418
Si  1.4635  1.3504  4.8713
Si  6.8335  1.375  4.7927
Si  3.9734  4.1056  4.7972
Si  9.6144  4.0498  4.855
Si  1.3637  6.8149  4.7775
Si  6.9562  6.7321  4.7427
Si  4.1618  9.4947  4.6751
Si  9.5507  9.5977  4.7813
Si  2.9298  -0.1735  6.1438
Si  8.1621  0.0154  6.209
Si  0.0061  2.6634  6.304
Si  5.4025  2.7336  6.094
Si  2.5285  5.3756  6.2488
Si  8.286  5.4258  6.2734
Si  0.0112  8.1912  6.094
Si  5.4739  8.0738  5.9247
Si  4.3053  1.1759  7.5659
Si  9.9002  0.9507  7.5711
Si  0.9774  4.2306  7.8121
Si  6.5244  4.3137  7.3765
Si  4.3092  6.534  7.2103
Si  9.3022  7.2206  7.4802
Si  1.3023  9.6535  7.4176
Si  6.8777  9.3116  7.3181
O  9.5964  6.8655  24.4406
O  3.9821  1.5189  24.5862
O  8.0469  8.2409  7.587
O  2.9865  1.5255  8.4791
O  6.8095  4.1088  24.4397
O  1.3697  9.6208  24.4223
O  5.436  5.4778  7.7941
O  0.1808  -0.1358  7.6794
O  6.8139  3.3688  8.7007
O  6.2364  9.6765  8.7851
O  9.8087  7.324  9.0455
O  1.8606  9.1712  8.8994
O  5.4774  1.1157  9.2598
O  1.7929  3.709  9.1361
O  9.6232  1.2113  9.15
O  3.7634  7.443  8.4344
O  7.8783  8.5832  23.4325
O  8.4845  2.2122  23.6131
O  5.0338  5.9051  23.6158
O  2.2675  3.2865  23.6492
O  10.6156  0.6104  23.6567
O  0.4082  5.1615  23.5389
O  3.1784  7.8413  23.5664
O  5.5332  14.1238  19.1805
Si  11.3894  2.3919  20.786
Si  7.8377  9.4022  22.0184
Si  2.2691  5.1916  13.5681
Si  12.2645  7.3981  16.8247
Si  -0.1313  -4.6766  9.7508
Si  10.9155  8.9223  14.7647
Si  -1.4013  -4.964  17.6912
Si  1.6207  4.4574  22.7118
Si  4.6221  10.9615  16.9565
Si  6.8711  5.8904  16.2689
Si  5.802  2.7725  9.8283
Si  2.794  9.2521  18.6583
Si  7.8227  3.7291  11.5924
Si  9.0716  1.1081  10.681
Si  9.0551  1.6423  15.8561
Si  2.6207  4.7041  16.5805
Si  -3.9143  3.4917  14.5111
Si  6.2444  10.6858  10.0409
Si  16.0434  4.5276  18.3654
Si  4.9627  7.2114  19.8316
Si  -1.5447  1.1821  22.7382
Si  2.1337  2.3793  12.5522
Si  5.4547  10.9791  21.9282
Si  0.0838  6.939  12.7498
Si  13.7968  2.6437  9.6754
Si  10.9276  3.2607  17.7743
Si  8.0818  8.0026  19.3661
Si  -6.3288  1.517  14.3307
Si  -2.2441  -1.206  16.7131
Si  2.8769  7.8831  12.3948
Si  -5.7805  1.6358  19.4526
Si  -0.3649  0.6489  13.2719
Si  3.8856  6.6363  22.7193
Si  2.7633  0.4318  20.7113
Si  13.5184  7.8098  9.4628
Si  6.2535  8.702  15.3268
Si  5.0911  -1.1593  12.8734
O  6.4144  5.1042  17.6147
O  -0.4638  -4.6718  11.3547
O  6.6212  4.9929  14.9674
O  2.2258  10.0332  19.9639
O  -0.2514  5.007  8.6404
O  1.0169  3.8225  21.3431
O  1.4542  6.648  9.5703
O  -5.606  0.2604  13.6005
O  14.1732  6.4497  13.122
O  8.5276  11.3481  16.7967
O  5.3551  9.7521  16.175
O  -1.4907  1.1178  14.3571
O  2.2942  4.0003  12.451
O  5.9968  8.6987  13.7055
O  2.7179  4.4964  14.9662
O  6.4257  2.7141  11.2817
O  3.2207  1.7634  13.5567
O  14.8998  4.1277  17.2823
O  -3.0955  13.6579  15.7103
O  0.7258  5.7306  13.6532
O  7.791  9.1441  15.5057
O  0.2916  2.4565  19.1681
O  4.5801  5.6877  19.3798
O  7.7549  5.0867  10.8505
O  10.8832  6.6186  17.0872
O  2.7492  5.5491  22.2933
O  9.0242  6.7116  19.0524
O  1.2594  8.0148  12.3319
O  -5.4121  0.6589  18.1821
O  7.6763  0.2494  10.5347
O  11.2921  -0.6787  13.9037
O  4.3036  3.4021  9.7879
O  4.0616  8.309  19.0427
O  8.4546  6.1847  16.4926
O  1.3657  3.8987  17.2047
O  -0.8352  7.853  13.7705
O  5.5943  2.7781  14.2333
O  2.5377  6.3108  16.8386
O  9.8227  4.4214  18.0801
O  4.2682  1.1953  15.8907
O  3.3852  7.9415  10.8524
O  3.5648  -1.7312  13.0525
O  8.5379  10.8573  22.1975
O  -2.9806  3.6051  13.22
O  9.9572  2.0298  21.4721
O  8.5685  8.5907  20.8122
O  -5.0196  1.1839  20.8398
O  5.4336  -0.915  11.2768
O  1.3198  8.1699  15.37
O  2.4019  1.863  11.014
O  6.5206  7.5415  19.4865
O  1.5534  -2.5343  18.0736
O  1.4751  12.1553  21.2824
O  9.0059  2.635  11.1455
O  3.2374  -0.5806  17.5512
O  8.309  -1.8312  18.172
O  10.1823  -1.5863  16.168
O  -0.5865  2.2705  16.6211
O  0.6858  1.8787  13.069
O  6.2769  -1.3207  21.554
O  15.5458  7.274  21.4217
O  5.8998  0.2783  23.4819
O  -4.925  7.2518  16.0218
O  3.5458  1.4773  19.7208
O  3.8239  -0.0808  21.86
O  9.9554  0.2773  11.7917

Results
free energy: -135733.945 eV
free energy less fixed offsets of O -568.88, Si -635.61 eV per atom: 1.385 eV

Forces (eV/angstrom), in the order of the atoms: element, x, y, z
Si  -0.0008  -0.003  0.0144
Si  -0.0051  0.0107  0.0033
Si  0.006  -0.0089  0.02
Si  -0.0002  -0.0043  0.0078
Si  0.0023  -0.0011  0.01
Si  -0.0021  0.0033  0.0182
Si  -0.0008  0.0022  0.014
Si  -0.0018  -0.0006  0.0174
Si  0.0088  -0.0038  0.0032
Si  -0.0043  0.0028  0.0042
Si  0.0017  -0.006  0.0018
Si  -0.0009  0.0022  0.0056
Si  -0.0041  0.0048  0.0053
Si  0.0046  -0.0015  0.0024
Si  -0.0067  -0.0022  0.0098
Si  0.0039  -0.0015  0.0014
Si  -0.0021  0.0066  -0.0109
Si  0.0021  -0.0013  -0.0013
Si  0.0018  -0.0031  -0.002
Si  -0.0011  0.0021  -0.0069
Si  0.0038  -0.0024  0
Si  -0.0051  0.0047  -0.0054
Si  -0.001  0.0025  -0.006
Si  0.0027  -0.0018  -0.0011
Si  -0.0662  -0.0159  0.376
Si  -0.1121  0.025  -0.077
Si  -0.0984  0.086  -0.1337
Si  0.0679  0.2391  0.2611
Si  0.0558  0.2686  -0.1718
Si  -0.02  0.0261  0.1148
Si  0.0261  0.0482  0.088
Si  -0.053  -0.0281  -0.2406
Si  0.0841  0.0015  -0.0246
Si  0.0175  0.0214  0.0001
Si  0.0299  -0.0691  -0.0057
Si  -0.0146  -0.0055  -0.0063
Si  0.0002  0.0289  0.0076
Si  0.1053  0.0098  -0.013
Si  0.028  0.0168  -0.0112
Si  0.013  -0.0448  -0.0227
Si  -0.056  0.0362  -0.0049
Si  -0.002  0.0266  -0.0092
Si  -0.0366  0.0352  -0.0248
Si  -0.0054  -0.0382  -0.0177
Si  0.0341  0.0314  -0.0105
Si  -0.0457  0.0342  -0.0134
Si  -0.0302  -0.015  -0.0208
Si  -0.0205  0.0175  -0.0297
Si  0.0364  -0.0074  0.0274
Si  0.0394  -0.0884  0.0354
Si  -0.012  0.0364  0.0048
Si  0.0424  -0.0518  0.0011
Si  0.0435  -0.0509  0.0393
Si  -0.0117  0.0539  0.0234
Si  0.0101  -0.043  -0.0005
Si  0.029  0  0.0155
Si  -0.0102  0.0379  0.0238
Si  0.0861  0.1122  0.0343
Si  -0.114  -0.0732  -0.0064
Si  -0.1226  -0.0832  0.0113
Si  -0.0575  0.0377  -0.0228
Si  -0.0204  0.0887  0.002
Si  -0.0317  -0.0431  0.0168
Si  -0.0225  0.0074  -0.0043
Si  0.253  0.1776  0.3894
Si  0.3307  0.1339  -0.3102
Si  -0.2517  -0.2464  -0.2163
Si  0.0917  0.1308  0.2294
Si  -0.0869  -0.267  0.1305
Si  -0.1206  -0.2816  0.2159
Si  -0.2979  -0.3664  -0.4365
Si  0.2731  -0.0281  -0.2244
Si  -0.0117  0.0134  0.0097
Si  0.0069  -0.0027  0.0055
Si  0.0043  0.0209  0.0093
Si  -0.0085  -0.0003  0.0096
Si  0.0067  -0.0103  0.0064
Si  -0.0127  -0.0012  0.0003
Si  -0.0072  -0.0165  0.008
Si  -0.0007  -0.0052  0.0029
Si  0.004  -0.0193  -0.0261
Si  0.0166  0.0231  -0.0112
Si  0.016  0.0017  -0.0198
Si  0.0077  0.0055  -0.0288
Si  0.017  -0.0104  -0.0298
Si  0.0128  0.0013  -0.0146
Si  -0.0309  -0.0026  -0.0126
Si  0.0226  0.0369  -0.0025
Si  -0.1828  0.0553  -0.0518
Si  -0.0201  -0.0454  0.0446
Si  -0.0586  0.058  0.045
Si  0.0305  -0.0088  0.0111
Si  0.0145  -0.0131  0.0349
Si  0.1094  -0.0968  -0.0615
Si  -0.0089  0.0238  0.0755
Si  -0.1178  0.1038  -0.3409
O  -0.0025  0.0022  -0.0174
O  -0.0025  0.0084  -0.015
O  0.1825  -0.1584  0.1245
O  0.067  -0.016  -0.0514
O  -0.0004  -0.0001  -0.0198
O  -0.0034  -0.0001  -0.0211
O  -0.039  0.0482  0.0068
O  0.0078  -0.0192  -0.0212
O  -0.0448  -0.0456  0.0715
O  -0.1884  -0.0811  0.0497
O  -0.0218  0.0357  0.03
O  0.0059  0.0008  -0.0234
O  0.1266  -0.0282  0.1952
O  0.0097  -0.0035  -0.0097
O  0.0346  -0.0201  -0.0718
O  -0.0113  0.005  0.0057
O  -0.0015  0.0067  -0.0201
O  0.0008  -0.003  -0.0096
O  -0.0029  0.0022  -0.0102
O  -0.0013  0.0033  -0.0118
O  -0.0051  0.0034  -0.0085
O  0.002  -0.0003  -0.0102
O  0.0022  -0.0048  -0.0141
O  -0.0016  0.0088  -0.0058
Si  -0.0068  0.0065  0.0155
Si  0.0011  0.0002  0.022
Si  -0.0037  -0.0142  -0.006
Si  0.0042  0.0029  0.0055
Si  0.0146  -0.0448  -0.0632
Si  0.0121  0.0214  0.0088
Si  0.0129  0.0013  0.0152
Si  0.003  0.0043  0.0141
Si  -0.0011  0.0102  0.0079
Si  -0.0058  0.0038  0.0254
Si  0.0078  -0.0149  -0.2163
Si  0.004  -0.0023  0.0083
Si  -0.0606  -0.2267  -0.5209
Si  0.0755  0.1208  0.0147
Si  0.0245  -0.0084  -0.0031
Si  -0.0021  -0.0025  0.0132
Si  0.0144  0.0311  0.0195
Si  -0.1778  0.1719  0.0965
Si  -0.0056  -0.0008  0.0188
Si  -0.0026  0.0016  0.0197
Si  0.0019  -0.0006  0.0178
Si  -0.0178  -0.0376  -0.0367
Si  0.0025  0.0014  0.0233
Si  0.0471  0.0253  -0.0003
Si  0.0335  0.0043  -0.0331
Si  0.0031  -0.0016  0.0093
Si  -0.0007  0.0035  0.0155
Si  -0.0299  -0.0005  -0.0081
Si  0.0024  0.002  0.0096
Si  0.0002  0.0131  -0.0293
Si  0.001  -0.0015  0.0134
Si  -0.0035  0.0081  -0.047
Si  -0.0036  0.0013  0.0135
Si  0.0019  -0.0001  0.016
Si  0.0238  0.0096  -0.0329
Si  -0.0014  0.0057  0.0078
Si  -0.0028  0.016  -0.0501
O  0.006  0.0059  -0.0177
O  -0.035  -0.0022  0.0416
O  0.0142  -0.0521  -0.0355
O  -0.0021  -0.0001  -0.0084
O  0.0259  -0.0303  0.0092
O  -0.005  -0.0055  -0.0129
O  -0.0192  -0.0205  0.0231
O  -0.0044  0.0234  0.0204
O  0.0107  -0.0062  0.005
O  -0.0047  -0.0018  -0.0027
O  -0.0014  0.0043  0.0004
O  -0.0177  0.0112  0.0215
O  0.0021  0.0172  0.0165
O  0.0072  -0.0141  0.0042
O  0.0017  0.0008  -0.0041
O  0.0889  0.1031  0.1521
O  0.0277  0.002  0.0227
O  0.0017  0.0013  -0.0036
O  -0.0049  0.0084  -0.005
O  -0.0039  -0.0039  0.0051
O  0.0016  -0.0042  -0.0049
O  -0.0014  0.0007  -0.0082
O  0.0027  0.0007  -0.0084
O  0.0811  -0.0416  0.1279
O  -0.0064  -0.0006  -0.0046
O  -0.0017  -0.0008  -0.0051
O  -0.0033  -0.0003  -0.0099
O  -0.0164  -0.0105  0.0127
O  -0.0061  -0.001  -0.0096
O  0.1269  -0.0048  0.0638
O  0.0044  -0.0124  0.0065
O  -0.0306  0.0046  0.0247
O  -0.0072  0.0068  -0.0085
O  -0.0072  -0.0007  -0.0097
O  0.0021  0.003  -0.0045
O  -0.0193  -0.0144  -0.0128
O  -0.0239  -0.0187  -0.0148
O  -0.004  0.001  -0.0034
O  -0.0021  0.0035  -0.0057
O  0.0136  0.0028  -0.0197
O  0.0023  -0.0034  0.0091
O  -0.0007  -0.0057  0.0092
O  -0.0039  -0.0049  -0.0072
O  -0.0191  0.0408  0.3105
O  0.0069  0.0045  -0.0138
O  -0.0014  0.0005  -0.0103
O  -0.0026  0.0053  -0.0101
O  -0.0034  -0.0156  0.0382
O  0.0004  -0.0058  0.0014
O  0.0009  0.017  0.0482
O  -0.0006  -0.0005  -0.0074
O  0.0043  0.0017  -0.0063
O  0.0001  -0.001  -0.0069
O  -0.0711  0.1115  0.0618
O  0.004  0.0021  -0.0039
O  -0.0008  0.0024  -0.0129
O  -0.0013  0.0004  -0.0034
O  -0.0122  0  -0.0077
O  0.0394  0.0123  0.0002
O  0.002  0.0003  -0.0085
O  0.0041  0.0037  -0.0152
O  -0.0026  -0.0028  -0.0101
O  0.002  -0.0067  0.002
O  0.0016  0.0033  -0.0043
O  -0.0027  0.0031  -0.0084
O  0.0001  -0.001  0.0214

The program warned: the cutoff lies below the one the program advises for these potential files; the forces do not sum to zero within the program's tolerance; the exchange-correlation potential is rough where the density is thin.
